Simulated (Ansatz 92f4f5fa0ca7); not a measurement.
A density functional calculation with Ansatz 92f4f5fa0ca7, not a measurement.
Periodic cell of 262 atoms, Si166O96, from a study of silicon, its oxide and their interface. The atomic structure is a simulated model.
Doubt: the cutoff is far below the 930 eV that the study's wrapper takes by default for these files, so forces and energies are approximate.
This geometry differs little from another in the collection (a relaxation step or a small displacement).

Settings
functional: PBE
potential files: Ansatz PAW
basis: plane waves
wave-function cutoff: 580 eV
density cutoff ratio: 5
exchange-correlation grid ratio: 1
k mesh: 1 x 1 x 1, Gamma-centred
self-consistency stop: 5e-08 eV per atom in the density residual
occupations: fixed
spin: none
net charge: 0

Cell vectors (angstrom)
a  10.938  0  0
b  0  10.938  0
c  0  0  38.1143

Atoms: element, x, y, z (angstrom)
Si  0  0  0.683
Si  5.469  0  0.683
Si  2.7345  2.7345  0.683
Si  8.2035  2.7345  0.683
Si  0  5.469  0.683
Si  5.469  5.469  0.683
Si  2.7345  8.2035  0.683
Si  8.2035  8.2035  0.683
Si  1.3673  1.3673  2.0503
Si  6.8362  1.3673  2.0503
Si  4.1018  4.1018  2.0503
Si  9.5708  4.1018  2.0503
Si  1.3673  6.8362  2.0503
Si  6.8362  6.8362  2.0503
Si  4.1018  9.5708  2.0503
Si  9.5708  9.5708  2.0503
Si  2.7345  0  36.0628
Si  8.2035  0  36.0628
Si  0  2.7345  36.0628
Si  5.469  2.7345  36.0628
Si  2.7345  5.469  36.0628
Si  8.2035  5.469  36.0628
Si  0  8.2035  36.0628
Si  5.469  8.2035  36.0628
Si  4.1018  1.3673  37.43
Si  9.5708  1.3673  37.43
Si  1.3673  4.1018  37.43
Si  6.8362  4.1018  37.43
Si  4.1018  6.8362  37.43
Si  9.5708  6.8362  37.43
Si  1.3673  9.5708  37.43
Si  6.8362  9.5708  37.43
Si  -0.2819  0.2798  27.9471
Si  5.1782  -1.1275  28.925
Si  2.5157  2.5671  27.6071
Si  8.2633  2.1403  27.2261
Si  -0.2936  6.7521  27.8089
Si  5.9109  5.8495  27.406
Si  2.3716  10.5597  26.9162
Si  8.6109  8.0082  28.0277
Si  -0.0966  2.9053  30.713
Si  6.3598  0.9918  29.2811
Si  3.8249  4.1423  28.9283
Si  9.5431  4.2187  29.306
Si  1.5236  7.3999  29.2546
Si  7.061  6.7641  29.27
Si  2.8764  9.4133  28.8733
Si  9.5212  9.6936  29.3325
Si  2.44  0.0958  30.5429
Si  8.0976  0.0812  30.6493
Si  1.1187  1.608  29.2788
Si  5.2995  2.7975  30.3976
Si  2.6085  5.5778  30.4293
Si  8.1995  5.4356  30.74
Si  -0.0534  8.3579  30.73
Si  5.6961  8.1861  30.5601
Si  4.0161  1.3708  31.8296
Si  9.4866  1.4543  31.9944
Si  1.3561  4.2357  31.971
Si  6.7157  4.0579  31.9169
Si  4.0865  6.8995  31.7984
Si  9.5636  6.8695  32.0257
Si  1.2673  9.702  32.0857
Si  6.8869  9.5604  32.0508
Si  -0.0881  0.1037  33.4058
Si  5.4208  0.0212  33.2724
Si  2.718  2.7656  33.272
Si  8.1092  2.7744  33.3481
Si  -0.0053  5.5196  33.3824
Si  5.405  5.5078  33.2575
Si  2.7319  8.2505  33.269
Si  8.2174  8.2137  33.4137
Si  1.3753  1.4119  34.7
Si  6.8016  1.3508  34.6892
Si  4.0956  4.1085  34.6688
Si  9.553  4.1069  34.6945
Si  1.3967  6.8735  34.6942
Si  6.8117  6.8165  34.6879
Si  4.0998  9.5788  34.6757
Si  9.5743  9.5869  34.7423
Si  2.7358  -0.0134  3.4241
Si  8.2145  -0.0029  3.419
Si  0.024  2.7331  3.4157
Si  5.4712  2.7203  3.4116
Si  2.7372  5.4628  3.409
Si  8.223  5.475  3.425
Si  0.0168  8.2079  3.4221
Si  5.4807  8.1913  3.4038
Si  4.1428  1.3142  4.7838
Si  9.6362  1.3288  4.7745
Si  1.4063  4.0827  4.7915
Si  6.8562  4.0783  4.7586
Si  4.1563  6.7765  4.7592
Si  9.6319  6.8164  4.798
Si  1.4081  9.5318  4.8133
Si  6.8666  9.5282  4.7673
Si  0.0421  -0.0491  6.1922
Si  5.5016  -0.0824  6.1545
Si  2.8013  2.7043  6.1285
Si  8.2585  2.7199  6.073
Si  0.0759  5.4572  6.187
Si  5.4855  5.3966  6.1609
Si  2.8261  8.1332  6.1268
Si  8.2307  8.1604  6.136
Si  1.4438  1.3748  7.4985
Si  6.9703  1.2847  7.4043
Si  4.197  3.9708  7.5746
Si  9.5606  4.1012  7.4786
Si  1.5803  6.7329  7.5449
Si  6.8617  6.7801  7.4805
Si  4.166  9.4478  7.5541
Si  9.5942  9.4818  7.5406
Si  2.7817  -0.0661  8.8391
Si  8.2745  0.0044  8.8899
Si  0.017  2.7747  8.7886
Si  5.5466  2.4352  8.8296
Si  2.9209  5.3297  9.0213
Si  8.1255  5.3766  8.8794
Si  0.1799  8.1419  8.7818
Si  5.5942  8.108  8.9607
Si  4.471  0.865  10.1541
Si  9.8252  1.2551  10.1858
Si  1.2141  4.1867  10.224
Si  6.9626  4.4152  10.6727
Si  4.5478  6.4791  10.3427
Si  10.3431  6.7908  10.5121
Si  1.086  9.8549  10.0398
Si  6.8186  9.6955  10.2452
O  3.1099  1.1179  27.0055
O  3.6733  8.6233  23.3907
O  -15.9757  9.5305  27.4553
O  9.4998  1.0961  27.1135
O  0.2932  5.4341  10.8628
O  5.5795  -0.2332  10.7498
O  -1.5325  1.953  11.6261
O  6.3704  2.9763  10.1912
O  7.9065  4.1228  12.0137
O  10.0665  7.6932  11.8532
O  1.5986  9.2065  11.4545
O  9.7858  3.3242  13.9299
O  7.7367  9.1063  11.4939
O  3.935  1.7506  11.4367
O  5.7112  5.4617  11.0031
O  1.6101  3.0681  11.3851
O  8.0842  2.7615  25.7261
O  -0.0086  6.8404  26.211
O  1.891  3.3437  26.2679
O  6.435  4.5602  26.5457
O  -0.4869  5.1814  28.3073
O  2.9241  9.79  25.5897
O  0.7237  10.6505  26.7475
O  8.5953  3.2917  28.3374
Si  7.7904  5.2113  20.8486
Si  10.4705  -1.4641  14.7378
Si  2.6163  6.9041  17.5363
Si  2.7041  4.581  19.4541
Si  4.7121  8.7031  22.1593
Si  9.4591  6.9364  19.0257
Si  2.3387  15.0127  24.8702
Si  7.0089  -1.9359  18.6766
Si  -2.6027  2.3296  17.273
Si  1.9719  9.9361  12.86
Si  6.8126  8.5236  26.5528
Si  -0.1695  6.7351  16.1997
Si  8.6873  2.8713  12.7763
Si  -0.2576  11.208  17.3293
Si  10.7495  -1.5266  19.8852
Si  8.7698  8.4005  12.552
Si  12.0005  0.1776  22.0038
Si  15.2818  9.2351  17.919
Si  11.6502  6.6828  24.772
Si  6.6857  7.3413  14.2611
Si  7.4899  8.9685  23.5906
Si  2.3945  -1.676  24.1441
Si  1.7905  -8.3802  17.0344
Si  4.957  5.9865  20.9855
Si  10.2583  3.8878  15.412
Si  2.4329  2.9565  22.078
Si  7.2274  2.2413  20.2188
Si  -1.9881  6.1717  23.6353
Si  4.8482  3.9767  23.3688
Si  2.5619  2.0622  12.2527
Si  4.0427  7.8168  13.0651
Si  6.6522  1.4777  14.7618
Si  6.376  -1.2036  16.0149
Si  16.2916  -0.1186  20.1646
Si  4.4096  5.8785  15.3114
Si  9.0267  11.0183  21.7532
Si  7.269  4.0845  25.2268
Si  14.7468  2.7942  14.9052
O  6.636  -0.1458  14.8224
O  3.0694  2.0583  16.1524
O  12.8725  5.6412  24.915
O  8.2066  7.9557  18.8284
O  15.5521  -0.7349  21.4889
O  8.5766  7.7565  23.6619
O  3.5524  -4.193  14.2088
O  4.8796  5.363  22.5043
O  10.2087  -2.8401  15.5463
O  4.3348  7.5036  21.0944
O  7.5843  1.948  13.5317
O  10.8233  -11.9392  18.3374
O  2.0691  4.0367  20.8754
O  1.9123  0.6192  12.6737
O  10.5696  6.0846  23.7164
O  4.0979  4.3124  15.3369
O  5.7771  1.4575  20.2772
O  5.5696  -2.6957  18.4217
O  13.3236  3.4547  18.2892
O  -0.4671  -0.2156  15.7837
O  1.2418  19.0659  24.2803
O  14.9029  4.0872  24.7407
O  2.9199  8.4525  18.0012
O  1.717  14.3137  23.5077
O  6.5167  -4.7605  20.5546
O  8.9514  5.5675  19.7554
O  11.9953  9.9976  20.7827
O  9.317  9.5694  13.5758
O  4.25  4.9983  19.874
O  9.3582  1.1356  17.6641
O  7.0371  9.2887  25.1255
O  3.7308  7.1765  11.5958
O  8.2694  5.3234  24.8551
O  6.0063  6.0013  14.9132
O  -1.7893  14.5067  16.5796
O  2.1428  -4.9472  18.8179
O  6.7509  9.9605  19.9781
O  7.1559  1.9774  16.2191
O  10.6338  7.7721  19.8327
O  5.9117  7.1321  26.3532
O  5.6406  8.0378  13.225
O  0.7552  3.3281  16.005
O  1.7843  10.5165  23.3208
O  11.9301  -1.4659  14.05
O  4.7634  -1.2603  16.3852
O  9.3795  9.9305  20.593
O  7.2277  10.022  17.3939
O  5.1508  2.0056  14.4992
O  1.054  1.2105  17.5796
O  7.1868  3.7009  20.9263
O  7.6096  2.6418  18.6862
O  17.1574  8.4523  22.7185
O  6.9643  -2.6302  15.5278
O  6.3458  3.6453  23.9368
O  3.9945  6.3881  16.8101
O  8.0481  7.1802  13.396
O  3.4234  -1.6281  13.2491
O  2.8502  2.8845  13.6068
O  -2.4682  5.4782  22.2776
O  4.3523  -0.3672  18.8819
O  -0.4807  0.5843  22.3744
O  8.1242  10.3186  22.9221
O  8.3047  1.3595  21.0615
O  10.432  5.4921  15.2082
O  4.0624  2.8915  22.3965
O  10.0203  6.442  17.6016
O  12.8292  12.4501  21.5601
O  1.4307  6.8829  16.4338
O  6.9047  12.3321  27.7483
O  -2.0851  6.3989  9.9833
O  10.8962  10.9739  10.5043
O  4.4402  5.3621  27.9524

Results
free energy: -160126.395 eV
free energy less fixed offsets of O -568.88, Si -635.61 eV per atom: -2.655 eV

Forces (eV/angstrom), in the order of the atoms: element, x, y, z
Si  0.0148  -0.0215  0.0014
Si  0.0223  -0.0412  0.0043
Si  0.0356  -0.0585  -0.0223
Si  0.0157  -0.0179  0.0035
Si  0.0271  -0.0142  0.0058
Si  0.0555  -0.0372  0.0078
Si  0.0199  -0.0012  -0.0071
Si  0.0229  -0.0233  -0.009
Si  0.1023  -0.048  -0.0226
Si  0.0999  -0.0518  -0.0369
Si  -0.0162  -0.1014  -0.051
Si  0.0531  -0.0496  0.0464
Si  0.0172  0.025  -0.0295
Si  0.1825  -0.0554  -0.0732
Si  0.0001  -0.0752  0.0026
Si  0.0565  -0.0347  0.0078
Si  -0.0349  0.0398  -0.1362
Si  -0.2534  0.0539  0.1466
Si  -0.0761  0.1734  0.0634
Si  -0.0893  0.0592  -0.0931
Si  0.0245  -0.0007  -0.0802
Si  -0.1277  -0.0095  0.0262
Si  0.2164  0.1065  0.1477
Si  -0.0445  0.0342  -0.1113
Si  -0.0293  0.0521  -0.0056
Si  -0.0236  0.0326  -0.0065
Si  -0.0946  0.0638  0.0114
Si  0.0206  0.0013  0.0097
Si  -0.0156  0.0158  0.006
Si  -0.025  0.0252  -0.0229
Si  -0.0506  -0.0048  0.0293
Si  0.0128  0.0344  0.0162
Si  0.0027  0.0002  -0.0023
Si  0.0353  -0.0241  0.0091
Si  -0.0176  -0.0012  0.0223
Si  0.0069  0.0005  0.0074
Si  0.0328  0.0401  -0.0167
Si  0.004  0.013  0.0017
Si  -0.0217  -0.0027  0.0113
Si  -0.0262  0.0165  0.0016
Si  -0.0013  -0.0107  0.0073
Si  0.0044  0.0026  -0.0097
Si  -0.0006  -0.0033  -0.0115
Si  -0.0177  -0.0337  0.0327
Si  0.002  0.0011  -0.0038
Si  -0.0098  0.0035  0.0031
Si  -0.0082  0.0118  -0.0043
Si  0.0045  -0.0031  -0.0025
Si  -0.0234  0.0012  -0.0054
Si  -0.0001  -0.0041  0.0033
Si  0.0054  0.0006  0.003
Si  -0.0028  0.0012  -0.001
Si  0.005  0.0062  0.0022
Si  -0.0064  0.0012  0.0051
Si  -0.0006  0.0167  -0.0082
Si  0.0101  0.0109  -0.008
Si  0.0067  0.0036  0.009
Si  0.0005  0.0076  -0.0046
Si  -0.0061  -0.0029  0.0021
Si  0.0049  -0.0018  0.0037
Si  -0.004  -0.0025  0.0021
Si  -0.0047  -0.0061  0.0152
Si  0.0052  -0.0026  0.0048
Si  0.0005  -0.0011  -0.0017
Si  -0.0015  -0.0008  -0.0001
Si  0.001  -0.0005  0.0004
Si  0.0005  -0.0035  -0.0018
Si  0  -0.0032  0.003
Si  0.0032  -0.0003  0.0025
Si  -0.0013  0.0005  -0.0021
Si  -0.0035  0.0015  -0.0033
Si  0.0005  0.0045  -0.0008
Si  -0.0004  0.0009  -0.0017
Si  -0.0002  0.0006  0.001
Si  0.0032  -0.0012  -0.0016
Si  -0.001  -0.0009  0.0013
Si  -0.0006  0.0016  0.0014
Si  0.0001  -0.0004  0.0011
Si  -0.0013  -0.0007  -0.0007
Si  0.0006  -0.0039  0
Si  -0.0016  -0.001  0.0008
Si  -0.0001  0.0018  0.0012
Si  0.0016  -0.0009  0.0012
Si  -0.0007  -0.0001  -0.0006
Si  0  0.0003  0.0002
Si  -0.0017  -0.0005  0.0002
Si  -0.0011  0.0012  0.0008
Si  0.0003  -0.0002  -0.0005
Si  0.0008  -0.001  -0.0011
Si  0.0008  -0.003  0.0027
Si  -0.0009  0.0005  0.0006
Si  0.0002  -0.0018  0.0004
Si  0.0018  -0.0011  0.001
Si  0.0024  -0.0005  0.0001
Si  0.0002  -0.0022  0.0018
Si  -0.0017  -0.0001  0.0003
Si  0.0016  0.0058  0.001
Si  -0.0006  0.0007  0.0028
Si  -0.0001  -0.0025  0.0033
Si  0.001  0.0009  -0.0017
Si  -0.0004  0.0004  0.0024
Si  0.0005  -0.0004  0.0013
Si  0.0025  0.0035  0.004
Si  0.0033  0.0025  -0.0009
Si  -0.0031  0.0012  -0.0077
Si  0.0022  -0.0016  -0.0023
Si  0.0029  0.0001  0.004
Si  -0.0034  0.0026  0.0019
Si  0.0017  -0.002  -0.001
Si  -0.0081  0.0041  -0.0009
Si  -0.0042  -0.0031  -0.0029
Si  -0.0012  -0.0007  0.0031
Si  0.0159  0.006  0.0179
Si  -0.0033  -0.0015  -0.0033
Si  -0.0028  0.0031  0.0067
Si  -0.0038  -0.0083  -0.0013
Si  0.0022  -0.0035  0
Si  0.0065  -0.0099  -0.0109
Si  0.0002  0.0045  0.0033
Si  0.0013  -0.0031  0.0019
Si  -0.0148  -0.0041  -0.0101
Si  0.005  0.0078  0.0028
Si  -0.0039  -0.0016  0.0037
Si  -0.0029  -0.0085  -0.0012
Si  0.0004  0.0078  0.0003
Si  0.0084  -0.0051  -0.0095
Si  0.0055  -0.0058  -0.0134
Si  -0.0079  -0.0014  0.0065
O  0.0083  -0.0045  -0.0116
O  -0.011  0.0013  0.0044
O  -0.0127  0.0039  0.0035
O  -0.0064  -0.0006  -0.0036
O  0.0012  -0.0041  -0.0014
O  0.0093  -0.0008  0.0001
O  0.0051  -0.0094  -0.0057
O  0.0046  0.0053  0.0034
O  -0.0105  0.0109  -0.0041
O  0.0023  -0.0042  0.0051
O  0.0002  -0.0073  0.0011
O  -0.003  -0.0012  -0.0012
O  -0.0096  0.0058  -0.0023
O  0.0028  -0.0041  0.0044
O  -0.0036  0.0029  0.0005
O  -0.0039  0.008  -0.001
O  0.0019  -0.0102  0.0131
O  -0.008  0.0003  0.0043
O  0.0034  -0.0024  0.0007
O  0.0001  -0.0056  -0.0004
O  0.0126  -0.0252  -0.012
O  0.0066  0.0012  -0.0038
O  0.002  0.0015  0.0097
O  -0.0092  -0.0015  -0.0052
Si  -0.0024  0.0067  0.0196
Si  -0.0036  -0.0008  0.0004
Si  0  -0.0001  -0.0039
Si  0.0012  0.0012  0.0018
Si  -0.0008  0  -0.0018
Si  -0.0016  0.0022  0.0002
Si  0.0083  0.0004  -0.0037
Si  -0.0032  -0.0002  -0.0005
Si  -0.0027  -0.0023  -0.0035
Si  -0.0006  -0.0006  0.0007
Si  0.0028  -0.0026  0.0162
Si  0.0033  0.0006  0
Si  -0.0062  -0.0071  0.0017
Si  0.001  0.0004  -0.0017
Si  -0.0042  0.0008  0.0021
Si  -0.003  -0.0061  0.0019
Si  -0.0029  0.003  0.0065
Si  0.0014  0.0004  -0.0033
Si  0.0018  -0.0062  -0.0096
Si  -0.0095  -0.0005  0.0008
Si  -0.0006  -0.0132  0.0006
Si  -0.0038  0.0029  -0.0014
Si  0.0021  -0.0004  0.0007
Si  0.0026  -0.0008  0.0022
Si  0.0039  0.0016  0.0009
Si  -0.0015  0.0002  0.0022
Si  0.0007  -0.0022  0.0035
Si  -0.007  -0.0063  -0.015
Si  -0.0072  0.002  0.0014
Si  0.0014  0.0029  -0.0067
Si  0.0143  -0.0063  0.0028
Si  -0.0069  -0.0053  -0.0048
Si  -0.0021  -0.0011  -0.0053
Si  -0.0005  -0.0031  -0.0014
Si  0.0024  -0.0007  -0.0067
Si  0.0034  0.0017  0.0002
Si  -0.0043  0.0101  -0.01
Si  0.0056  0.0016  -0.0028
O  -0.0017  0.0025  0.0085
O  0.0006  -0.0011  0.0016
O  -0.0019  -0.0014  -0.0003
O  0.001  0.0003  0.0019
O  -0.0024  -0.0021  -0.0001
O  -0.0133  -0.002  -0.0069
O  -0.0028  0.0036  0.0001
O  -0.0024  -0.0023  0.0027
O  -0.0004  -0.0006  0.0033
O  0.0006  0.0008  0.0029
O  0.0088  0.0058  -0.0026
O  0.0003  -0.0015  0.0056
O  0.0006  -0.0012  0.0038
O  0.0008  0.006  0.0078
O  -0.0045  0.0044  0.0065
O  -0.0026  -0.0049  0.0046
O  -0.0007  0  0.0005
O  0.0015  -0.0001  0.0018
O  -0.0016  -0.003  -0.0013
O  -0.0008  -0.0031  -0.0015
O  0.0009  0.007  0.0012
O  -0.0055  0.0025  0
O  -0.0012  -0.0013  0.0012
O  -0.0013  0.004  0.0061
O  0.0121  -0.015  0.0082
O  -0.0033  0.0009  0.0055
O  -0.0034  -0.0006  0.0011
O  -0.0032  -0.0037  0.0006
O  -0.0011  0.0008  0.0003
O  -0.0031  -0.0013  0.0034
O  0.0046  -0.0026  -0.0238
O  -0.0017  -0.0065  -0.0049
O  -0.0024  -0.0005  -0.0034
O  0.0027  0.0018  0.0053
O  -0.0006  0.0009  0.0015
O  -0.0002  -0.0001  0.0011
O  -0.0001  0.0005  0.0016
O  0.0003  -0.0001  0.0035
O  0.0008  0.0008  0.0007
O  0.0086  -0.0039  0.0008
O  -0.0063  0.0017  0.0007
O  -0.0053  0.0021  0.0012
O  -0.0021  -0.0045  0.0009
O  0.0083  -0.0003  -0.0029
O  -0.0003  -0.0034  0.0037
O  0  0.0002  0.0007
O  0.002  -0.0016  0.001
O  -0.0001  -0.0025  0.0074
O  -0.001  -0.0005  0.0033
O  0.0043  0.0119  0.0011
O  -0.0016  0.0009  0.0015
O  0.013  0.006  0.0131
O  -0.0003  -0.0033  0.0032
O  0.0072  -0.0002  0.0064
O  0.0011  -0.0014  0.0011
O  0.0092  0.0031  -0.001
O  -0.0057  0.0045  0.0067
O  -0.0054  -0.0077  -0.0052
O  -0.0073  0.0062  -0.0023
O  -0.0004  -0.0006  0.0023
O  0.0019  -0.0022  -0.0028
O  -0.0047  -0.0031  0.0032
O  0.0008  -0.0001  -0.0007
O  -0.004  -0.001  0.0053
O  0.0004  -0.0015  0.0002
O  -0.0001  0.0007  -0.0004
O  -0.002  -0.0039  0.0009
O  -0.0058  0.0002  0.0028
O  -0.0143  -0.0088  0.0094
O  -0.0066  0.0025  0.0101
O  -0.0039  0.0056  0.0055
O  -0.0059  -0.0032  0.004

The program warned: the cutoff lies below the one the program advises for these potential files; the forces do not sum to zero within the program's tolerance; the exchange-correlation potential is rough where the density is thin.
